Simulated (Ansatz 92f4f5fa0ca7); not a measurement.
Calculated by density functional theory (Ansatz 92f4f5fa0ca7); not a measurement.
Periodic cell of 227 atoms, Si136O81N10, from a study of silicon, its oxide and their interface. The atomic structure is a simulated model.
This geometry differs little from another in the collection (a relaxation step or a small displacement).

Settings: functional r2SCAN; potential files Ansatz PAW; basis plane waves; wave-function cutoff 800 eV; density cutoff ratio 5; exchange-correlation grid ratio 1; k mesh 1 x 1 x 1, shifted by 0.5 0.5 0 of a step; self-consistency stop 1e-10 eV per atom in the density residual; occupations fixed; spin none; net charge 0.

Cell vectors (angstrom)
a, 10.88, 0, 0
b, 0, 10.88, 0
c, 0, 0, 31.5759

Atoms and the computed forces on them: element, x, y, z (angstrom), force x, y, z (eV/angstrom)
Si, 0.0176, 0.2869, -0.213, -0.0101, -0.0924, 0.0154
Si, 2.5351, 2.867, 0.2213, -0.0039, 0.0116, 0.076
Si, 0.3048, 5.0468, -0.0603, -0.0254, 0.0045, 0.0689
Si, 3.1047, 7.9347, 0.2267, -0.0852, -0.0162, 0.0315
Si, 5.7131, -0.5176, -0.2656, 0.0472, -0.0273, 0.0661
Si, 8.4545, 2.3102, -0.3507, -0.0572, 0.0232, 0.0052
Si, 5.3311, 5.7578, 0.2217, -0.0126, -0.0376, 0.0295
Si, 7.8756, 8.2336, -0.2689, 0.0043, 0.0095, 0.0532
Si, 1.3086, 1.3518, 1.4401, 0.0066, -0.0177, -0.0196
Si, 4.1881, 4.0071, 1.3294, 0.0129, 0.0319, 0.0041
Si, 1.333, 6.7299, 1.2176, 0.0283, 0.0245, 0.0035
Si, 4.1337, 9.6459, 1.3525, 0.0011, -0.011, -0.0212
Si, 6.9032, 1.1322, 1.0261, 0.0067, -0.0185, -0.0004
Si, 9.4937, 3.9383, 1.1184, 0.0143, -0.0049, -0.0113
Si, 7.0036, 6.8116, 1.3901, 0.0092, 0.0053, -0.0174
Si, 9.5416, 9.5238, 0.9708, -0.015, 0.0242, -0.0031
Si, -0.0892, 2.7056, 2.6805, 0.0361, 0.0471, 0.0155
Si, 2.7231, 0.0115, 2.6997, -0.0124, -0.0177, 0.0115
Si, -0.0689, 8.1226, 2.4628, -0.0019, -0.018, -0.0115
Si, 2.7579, 5.4203, 2.6405, 0.0118, 0.0034, -0.0246
Si, 5.5381, 2.5234, 2.4986, -0.0107, -0.0022, -0.0055
Si, 8.2754, -0.0432, 2.5212, -0.006, -0.0042, -0.0066
Si, 5.5131, 8.193, 2.659, 0.0042, 0.0154, -0.0011
Si, 8.2636, 5.3162, 2.5973, -0.0179, -0.0001, 0.0147
Si, 1.3575, 4.0643, 3.9683, -0.0142, -0.0137, 0.0056
Si, 4.1267, 1.3401, 3.9913, -0.0059, 0.0157, -0.0083
Si, 1.324, 9.4441, 3.9066, 0.0031, 0.0112, 0.0006
Si, 4.1086, 6.8027, 3.9712, -0.0048, -0.0046, 0.0059
Si, 6.826, 3.969, 3.8932, 0.0009, -0.0011, -0.0001
Si, 9.4932, 1.3189, 3.9957, -0.0026, -0.018, 0.0216
Si, 6.8801, 9.5372, 3.9545, 0.0017, -0.0031, -0.0099
Si, 9.5573, 6.7483, 3.9297, 0.0108, -0.0059, -0.0067
Si, 0, -0.0507, 5.2938, 0.0011, -0.0013, -0.0039
Si, 2.7227, 2.6989, 5.314, 0.0038, -0.0043, 0.0013
Si, 0.0153, 5.4219, 5.3304, -0.0037, 0.0083, 0.0006
Si, 2.7046, 8.1309, 5.3131, 0.0039, -0.0007, -0.0056
Si, 5.4739, -0.0329, 5.3311, -0.0083, -0.0101, -0.0008
Si, 8.1387, 2.6741, 5.3448, -0.0041, 0.0055, -0.0044
Si, 5.4616, 5.3796, 5.2574, 0.0026, 0.0019, -0.0057
Si, 8.1755, 8.109, 5.2867, -0.0048, -0.0056, -0.0001
Si, 1.3523, 1.3193, 6.6592, -0.001, -0.0052, 0.0003
Si, 4.0767, 4.076, 6.6441, -0.0035, 0.0035, -0.0033
Si, 1.3482, 6.7797, 6.6836, -0.0009, -0.0038, -0.0006
Si, 4.065, 9.5032, 6.6719, 0.001, -0.0029, 0.0046
Si, 6.7787, 1.3356, 6.704, 0.001, 0.0079, -0.0012
Si, 9.5057, 4.0624, 6.677, -0.0037, -0.0043, 0.0055
Si, 6.79, 6.7595, 6.6409, -0.0017, 0.004, 0.0013
Si, 9.5068, 9.4843, 6.6439, 0.0018, -0.0023, -0.0035
Si, -0.0155, 2.6852, 8.0258, 0.001, 0.003, -0.0026
Si, 2.6929, -0.025, 8.0431, -0.0006, 0.0029, -0.0034
Si, -0.0334, 8.1478, 8.0067, -0.0044, 0.0018, -0.0011
Si, 2.71, 5.4154, 8.0126, 0.0002, 0.0002, 0.0013
Si, 5.3958, 2.7016, 8.0113, 0.0002, -0.0063, 0.0004
Si, 8.1429, -0.0487, 8.017, -0.0027, -0.0079, -0.0024
Si, 5.4103, 8.1125, 8.0182, -0.0026, -0.0043, -0.0032
Si, 8.1346, 5.4267, 8.0312, 0, -0.0007, -0.0035
Si, 1.3644, 4.0517, 9.3752, -0.0021, 0.0015, 0.0032
Si, 4.0223, 1.3836, 9.3855, 0.003, 0.0013, 0.0055
Si, 1.3032, 9.4847, 9.3809, -0.0018, -0.0072, -0.0032
Si, 4.0108, 6.7907, 9.392, 0.001, 0.0036, -0.0029
Si, 6.74, 4.0623, 9.3569, 0.0049, 0.0041, -0.0036
Si, 9.4933, 1.3076, 9.3756, -0.0069, -0.0007, -0.0051
Si, 6.765, 9.492, 9.3774, 0.0031, -0.0023, 0.0036
Si, 9.4787, 6.827, 9.3754, -0.0015, 0.0044, 0.0025
Si, -0.0358, -0.047, 10.7595, 0.0135, 0.0064, 0.0074
Si, 2.6808, 2.7114, 10.8174, -0.0012, -0.0018, 0.0033
Si, 0.0286, 5.4894, 10.6615, -0.0056, -0.0029, -0.0023
Si, 2.6256, 8.1378, 10.7762, 0.0049, 0.0028, 0.0117
Si, 5.3722, -0.0013, 10.6907, -0.0014, -0.0078, 0.0013
Si, 8.1013, 2.6853, 10.6818, 0.0046, 0.0025, 0.0139
Si, 5.3265, 5.3782, 10.71, -0.0043, -0.0001, 0.0111
Si, 8.1166, 8.1642, 10.7789, 0.0029, -0.0009, -0.0024
Si, 1.3234, 1.296, 12.1332, -0.0064, -0.0011, 0.0017
Si, 3.9962, 4.1085, 12.2187, 0.0071, -0.0067, 0.0063
Si, 1.3178, 6.7442, 12.2048, -0.0033, 0.0041, 0.0101
Si, 3.9384, 9.6037, 12.0522, 0.0062, -0.0082, -0.001
Si, 6.6727, 1.3808, 12.0583, 0.0088, 0.0033, 0.0035
Si, 9.5537, 4.0817, 11.8812, -0.0087, 0.0046, -0.0051
Si, 6.6576, 6.7528, 12.0002, 0.0023, -0.0017, 0.0005
Si, 9.4903, 9.528, 12.1807, -0.0144, -0.0073, -0.0001
Si, -0.0346, 2.7761, 13.3102, -0.0041, -0.0164, 0.0054
Si, 2.6687, 0.0014, 13.6203, -0.0083, 0.0045, 0.0246
Si, -0.0235, 8.1091, 13.5878, 0.005, -0.0021, 0.0217
Si, 2.6247, 5.4016, 13.7119, -0.0023, -0.0004, 0.016
Si, 5.3225, 2.6762, 13.535, -0.0159, 0.0071, 0.0262
Si, 8.0338, 0.0893, 13.4291, 0.0096, -0.0002, 0.0115
Si, 5.1809, 8.1149, 13.2852, 0.0054, 0.0082, 0.0056
Si, 8.0991, 5.3092, 13.1727, 0.0029, 0.003, 0.011
Si, 1.4088, 3.7248, 14.9352, 0.0301, 0.0004, -0.1096
Si, 3.8137, 1.5765, 15.0358, -0.011, -0.0043, -0.1579
Si, 1.5172, 9.2857, 14.9416, 0.0158, -0.0109, -0.1055
Si, 3.776, 7.1249, 14.8885, -0.0187, 0.0103, -0.096
Si, 7.0162, 3.8558, 14.6104, 0.0074, -0.0079, -0.1108
Si, 9.2224, 1.7429, 14.5866, -0.0202, 0.0053, -0.0795
Si, 6.8322, 9.2077, 14.4385, -0.0271, 0.0027, -0.0877
Si, 8.9947, 6.951, 14.5246, 0.0181, -0.0032, -0.1013
Si, 0.7318, 6.838, 19.3263, -0.0131, -0.0013, -0.0395
Si, -0.5285, 10.7787, 16.682, 0.0211, 0.0009, -0.0858
Si, 5.4957, 5.5091, 16.8835, 0.0012, 0.0102, -0.1019
Si, 0.5199, 14.8475, 20.3084, -0.0024, 0.0023, -0.0431
Si, -3.665, 7.1476, 22.1598, -0.0008, 0.0081, -0.0248
Si, -2.7341, 6.4828, 17.6125, 0.0003, 0.0121, -0.0769
Si, 5.6174, 0.8813, 17.7018, -0.0172, 0.0001, -0.1014
Si, 4.5581, 3.4933, 18.5495, 0.0119, 0.0127, -0.0586
Si, 7.6803, 9.4936, 17.1578, -0.0025, 0.0009, -0.0659
Si, 0.5955, 1.2597, 21.8969, -0.0027, 0.0012, -0.0247
Si, -1.2696, 0.5111, 19.6592, -0.0016, -0.0173, -0.0647
Si, -2.3927, 14.1023, 20.7892, -0.0049, -0.0098, -0.0195
Si, 2.977, 2.2124, 20.5188, -0.0151, 0.0129, -0.0258
Si, 4.2098, 6.1335, 22.0857, 0.009, 0.0036, -0.0044
Si, 4.3766, 10.6486, 20.3873, 0.0144, 0.004, -0.0458
Si, 2.1158, 9.6446, 23.1344, 0.0039, -0.0109, 0.0051
Si, -2.0328, -2.4583, 19.7168, -0.0158, 0.016, -0.0733
Si, 2.5767, 7.103, 24.5919, 0.0141, -0.0085, 0.0467
Si, 4.7889, 11.2053, 23.2552, -0.0039, 0.0026, -0.0105
Si, 2.8289, 8.1528, 20.5843, -0.0032, 0.0027, -0.0233
Si, -1.7834, 3.2623, 25.5386, -0.0021, 0.0097, 0.0543
Si, -4.616, 5.4227, 19.9007, -0.0039, 0.0085, -0.0794
Si, -0.0719, 4.813, 17.5956, 0.0072, -0.0156, -0.0867
Si, 0.6556, 12.3999, 25.7962, 0.0144, -0.0079, 0.0615
Si, 3.2756, 2.3626, 25.0654, 0.0062, 0.0103, 0.0478
Si, 11.8723, 3.1979, 28.0521, 0.0048, -0.0105, 0.0526
Si, -1.8856, 13.3926, 28.3112, -0.0189, 0.0042, 0.0791
Si, 1.1035, 8.1705, 28.415, -0.0322, 0.0005, 0.0733
Si, 8.7171, 1.575, 23.2458, 0.0016, 0.0029, 0.0039
Si, 7.5528, 4.3242, 23.2887, 0.0094, 0.0021, 0.0067
Si, -0.6547, 7.15, 29.5922, 0.0017, 0.0192, 0.0399
Si, -1.9474, 0.463, 25.9487, 0.0093, 0.0089, 0.0599
Si, -3.4724, 9.9089, 23.912, 0.0036, 0.0058, 0.0161
Si, 4.6466, 3.3162, 22.7197, -0.0048, -0.0018, -0.0043
Si, 1.1907, 4.4203, 25.3809, 0.0153, -0.0012, 0.0339
Si, 12.4461, 0.2722, 28.4783, 0.0117, -0.0274, 0.0569
Si, 3.8378, 14.4561, 27.9047, 0.0192, 0.0115, 0.0643
Si, 4.1663, 1.3782, 29.5392, 0.0341, -0.0217, 0.0496
Si, 14.6191, 6.7493, 27.4774, 0.0192, 0.0172, 0.0761
Si, 5.1779, 7.7617, 29.7751, 0.0203, 0.0182, 0.0899
O, 0.8802, 0.1991, 29.9612, 0.0007, 0.0363, -0.0714
O, -1.2225, 1.251, -0.6423, 0.0428, 0.0433, 0.0914
O, 10.4455, 3.1382, 28.8296, 0.014, -0.0043, -0.0265
O, 3.3202, 1.8309, 30.8236, -0.0201, -0.0008, -0.0284
O, -6.8166, 6.6848, 0.6433, 0.0068, 0.0027, 0.0127
O, -0.3166, 5.6646, 30.1228, -0.0036, -0.0085, -0.0316
O, -2.0022, 11.8939, 27.5306, 0.0009, -0.0083, -0.0424
O, 0.6094, 8.1623, 30.015, 0.0206, -0.0042, -0.0161
O, 15.8341, 7.6272, 28.1538, -0.0112, -0.0088, -0.0507
N, 6.3493, -2.039, 30.6019, -0.0056, 0.0108, -0.0386
O, 8.0514, 2.6488, 29.6384, 0.0332, -0.0327, -0.0934
O, 14.0465, 11.3939, 28.6023, -0.0154, 0.0005, -0.0372
O, 8.7498, 7.5715, -1.5061, 0.0097, -0.0027, -0.0418
O, 5.5369, 6.2119, 30.2157, -0.0066, 0.0084, -0.041
O, 5.325, 11.2453, 29.9925, -0.0216, 0.0171, -0.0387
O, -1.6195, 5.3003, 17.968, 0.0011, -0.0108, 0.0229
O, -2.7187, -0.8757, 25.3926, -0.0081, -0.0083, -0.0149
O, 2.5671, 2.6227, 15.4497, 0.0017, 0.0078, 0.0759
O, 7.0534, 0.0914, 17.5905, -0.0015, 0.0092, 0.0264
O, 0.8244, 9.9798, 16.2733, -0.0247, 0.008, 0.0493
N, -2.7772, 8.1572, 18.2079, 0.009, -0.0145, 0.0464
O, -0.6016, 11.2968, 18.1975, 0.0037, 0.0115, 0.0668
O, 2.6712, 8.2193, 15.4342, -0.0028, -0.0028, 0.0673
O, 6.4596, 4.7835, 15.8168, -0.0172, 0.028, 0.0697
O, 4.7061, 6.7282, 16.1789, 0.0217, -0.012, 0.0634
O, 8.1317, 2.805, 15.2229, 0.0036, -0.004, 0.0657
O, 10.1987, 1.2159, 15.78, 0.0007, -0.0147, 0.0453
O, -1.7991, 9.8202, 16.3941, -0.0068, -0.0045, 0.0303
N, 6.5753, 5.9187, 18.2024, 0.0008, -0.0094, 0.0658
O, -0.0159, 0.4693, 20.646, 0.0122, 0.003, 0.0283
O, 0.9337, -5.3202, 20.3573, 0.0031, -0.0048, 0.0187
O, 4.9317, 10.9891, 18.9318, -0.0174, -0.0096, 0.0463
O, 4.3291, 4.439, 17.2661, -0.0073, -0.0097, 0.0432
N, 5.8265, 6.3983, 21.3889, 0.003, 0.0019, 0.0259
O, 0.3835, 4.2569, 16.1363, -0.0304, 0.0228, 0.0824
O, 1.8935, 7.9573, 19.2993, 0.0085, 0.003, 0.0157
O, -2.0951, -0.856, 19.9301, -0.0008, 0.0025, 0.0205
O, 0.739, 6.2012, 17.8359, -0.0018, 0.0141, 0.0341
O, -2.3613, 6.6781, 16.0555, 0.0023, -0.0173, 0.0888
O, -4.9313, 14.9591, 23.3584, -0.0008, -0.0011, 0.0015
O, 3.1912, 2.7639, 19.0035, -0.0099, -0.0022, 0.029
O, 5.7498, 2.4305, 18.2044, 0.0031, 0.0037, 0.0282
O, 1.9595, 8.7942, 21.772, -0.0036, 0.0043, 0.0036
O, 6.587, 9.0406, 16.0532, 0.0063, -0.008, 0.067
O, 5.2807, 11.0355, 21.6911, 0.0033, 0.0041, 0.0141
O, 4.9329, 15.4173, 19.7269, -0.0016, -0.0022, 0.037
O, -7.5978, 6.6536, 20.893, 0.0025, -0.0041, 0.0039
O, -0.5955, 7.6849, 19.6939, 0.017, 0.0031, 0.0247
O, -3.4026, 4.3728, 20.2373, 0.0136, -0.0078, 0.0269
O, -7.274, 10.1453, 23.4635, 0.0045, 0.0008, 0.0019
O, 0.3565, 3.6832, 18.6954, 0.0097, -0.0103, 0.0464
O, 4.6633, 0.957, 16.3484, 0.035, -0.0071, 0.0916
O, 1.8069, 8.5347, 24.3131, -0.0087, 0.0109, -0.0115
O, 4.3854, 13.4589, 21.2821, 0.0128, -0.0019, 0.0114
N, 8.4698, 1.7773, 24.9413, -0.0065, 0.0009, -0.0233
O, -2.8152, 7.6861, 20.9095, -0.0106, -0.0107, 0.0283
O, -2.2084, 1.8315, 19.9271, -0.0026, 0.013, 0.0159
O, -2.8448, 8.1782, 14.0964, -0.0025, 0.0137, 0.0162
O, 4.1273, 9.0646, 20.3496, 0.0012, -0.0047, 0.0091
O, 2.4948, 3.7364, 24.6968, 0.002, 0.0038, -0.0117
O, 3.721, 6.9527, 23.4182, 0.0075, 0.001, -0.0093
O, 4.8402, 13.5823, 28.8487, -0.0065, 0.0113, -0.0287
O, 14.6167, 4.628, 22.4559, -0.0014, -0.0078, -0.0009
O, 7.1887, 8.4068, 23.2542, 0.0018, 0.0006, 0.0104
N, 4.3203, 12.8356, 23.7658, 0.0091, -0.0024, -0.0029
O, -8.439, 3.3856, 28.7602, -0.003, 0.0036, -0.0307
O, -4.8897, -0.2356, 24.1709, -0.0001, -0.0007, -0.0004
O, -0.6083, 1.7649, 22.8262, 0.0003, 0.0031, 0.0055
O, -0.9488, 3.9152, 20.9419, -0.0003, -0.0002, 0.0172
N, 1.4438, 2.6807, 21.1419, 0.0012, -0.0095, 0.0111
O, 2.1098, 1.2363, 25.13, 0.0028, 0.0003, -0.0144
N, 7.9896, 2.8933, 22.3968, 0.0025, -0.0004, -0.0028
O, 3.9181, 13.6139, 26.5058, -0.004, -0.0225, -0.0522
O, 2.9681, 11.4628, 20.5398, -0.0061, -0.0009, 0.0129
O, 4.0912, 5.1585, 27.6758, -0.0033, -0.0102, -0.0237
O, 3.6709, -2.6528, 30.2671, 0.019, 0.0066, -0.0368
O, 19.2365, 4.4018, 24.6917, -0.0011, 0.0032, -0.0128
O, 7.9283, 5.8272, 22.7818, -0.0036, -0.0043, 0.0079
O, 1.1771, 4.4782, 27.0136, -0.0111, 0.0136, -0.0371
O, -0.314, 7.3965, 27.9965, -0.0064, -0.0066, -0.0428
O, 3.5194, 7.0938, 25.9177, -0.013, 0.0074, -0.0497
N, 11.8807, 1.5663, 27.4701, -0.0112, 0.024, -0.0416
O, 12.1807, 11.022, 22.8467, -0.004, 0.0003, 0.0015
O, 1.3354, 9.6612, 27.8372, 0.007, 0.0063, -0.0277
O, -0.3573, 0.2746, 25.5761, -0.0094, 0.0009, -0.0225
N, -0.045, 14.0048, 25.3032, -0.012, 0.0069, -0.0265
O, -2.6316, 10.9149, 22.9114, 0.0008, -0.0009, -0.0062
O, 1.3788, 5.9519, 24.7905, -0.0068, -0.0036, -0.0156
O, 2.3267, 7.163, 28.1617, 0.0098, -0.016, -0.0228
O, 12.337, 3.9354, 31.1382, 0.0064, -0.0068, -0.0482
O, 8.6241, 3.5069, 27.0789, 0.0038, 0.0038, -0.041

Results
free energy: -137044.058 eV
free energy less fixed offsets of N -386.36, O -570.45, Si -639.56 eV per atom: 6.152 eV

The program warned: the cutoff lies below the one the program advises for these potential files; the forces do not sum to zero within the program's tolerance; empty levels may hold ghost states of the PAW files; the exchange-correlation potential is rough where the density is thin.
